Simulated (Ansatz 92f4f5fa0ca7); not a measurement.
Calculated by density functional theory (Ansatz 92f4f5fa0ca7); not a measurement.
Periodic cell of 213 atoms, Si132O80H1, from a study of silicon, its oxide and their interface. The atomic structure is a simulated model.
Doubt: the cutoff is far below the 930 eV that the study's wrapper takes by default for these files, so forces and energies are approximate.
This geometry differs little from another in the collection (a relaxation step or a small displacement).

Settings
functional: PBE
potential files: Ansatz PAW
basis: plane waves
wave-function cutoff: 580 eV
density cutoff ratio: 5
exchange-correlation grid ratio: 1
k mesh: 1 x 1 x 1, Gamma-centred
self-consistency stop: 5e-08 eV per atom in the density residual
occupations: fixed
spin: none
net charge: +1 e, with a uniform compensating background and no finite-size correction

Cell vectors (angstrom)
a  10.938  0  0
b  0  10.938  0
c  0  0  31.6884

Atoms: element, x, y, z (angstrom)
Si  -0.543  0.6011  24.1871
Si  6.169  -0.5229  24.0771
Si  2.3517  3.2059  24.4984
Si  8.6547  2.4113  24.3932
Si  0.5326  4.8593  24.2729
Si  5.1678  5.7193  24.3712
Si  3.3358  7.5164  24.2303
Si  7.7845  8.6248  24.3254
Si  1.3214  1.3532  25.4963
Si  6.8905  1.2911  25.486
Si  4.0841  4.1465  25.7427
Si  9.7053  4.0677  25.6458
Si  1.4461  6.7494  25.4677
Si  6.8416  6.8577  25.5825
Si  4.2216  9.5003  25.279
Si  9.5823  9.6491  25.4605
Si  2.7798  -0.0643  26.7645
Si  8.2243  -0.0189  26.9344
Si  0.0607  2.6807  26.9934
Si  5.5071  2.6775  26.8832
Si  2.7024  5.498  27.0152
Si  8.2386  5.462  26.8872
Si  0.0307  8.202  26.7989
Si  5.4593  8.2258  26.9069
Si  4.1018  1.3673  28.2701
Si  9.5708  1.3673  28.2701
Si  1.3673  4.1018  28.2701
Si  6.8362  4.1018  28.2701
Si  4.1018  6.8362  28.2701
Si  9.5708  6.8362  28.2701
Si  1.3673  9.5708  28.2701
Si  6.8362  9.5708  28.2701
Si  0  0  29.6374
Si  5.469  0  29.6374
Si  2.7345  2.7345  29.6374
Si  8.2035  2.7345  29.6374
Si  0  5.469  29.6374
Si  5.469  5.469  29.6374
Si  2.7345  8.2035  29.6374
Si  8.2035  8.2035  29.6374
Si  1.3673  1.3673  31.0046
Si  6.8362  1.3673  31.0046
Si  4.1018  4.1018  31.0046
Si  9.5708  4.1018  31.0046
Si  1.3673  6.8362  31.0046
Si  6.8362  6.8362  31.0046
Si  4.1018  9.5708  31.0046
Si  9.5708  9.5708  31.0046
Si  2.7345  0  0.6835
Si  8.2035  0  0.6835
Si  0  2.7345  0.6835
Si  5.469  2.7345  0.6835
Si  2.7345  5.469  0.6835
Si  8.2035  5.469  0.6835
Si  0  8.2035  0.6835
Si  5.469  8.2035  0.6835
Si  4.1018  1.3673  2.0507
Si  9.5708  1.3673  2.0507
Si  1.3673  4.1018  2.0507
Si  6.8362  4.1018  2.0507
Si  4.1018  6.8362  2.0507
Si  9.5708  6.8362  2.0507
Si  1.3673  9.5708  2.0507
Si  6.8362  9.5708  2.0507
Si  0  0  3.418
Si  5.469  0  3.418
Si  2.7345  2.7345  3.418
Si  8.2035  2.7345  3.418
Si  0  5.469  3.418
Si  5.469  5.469  3.418
Si  2.7345  8.2035  3.418
Si  8.2035  8.2035  3.418
Si  1.459  1.3182  4.7003
Si  6.8157  1.3749  4.8579
Si  4.0749  4.0952  4.7162
Si  9.4671  4.2263  4.8375
Si  1.3136  6.8619  4.7963
Si  6.8548  6.8199  4.8362
Si  4.126  9.5356  4.8668
Si  9.4617  9.6515  4.7196
Si  2.7126  -0.0362  6.2216
Si  8.1852  0.0299  6.274
Si  0.0137  2.7807  5.8992
Si  5.3381  2.7267  6.1547
Si  2.7921  5.5481  6.1101
Si  8.1215  5.5213  6.4465
Si  -0.2103  8.2034  6.0223
Si  5.4913  8.1458  6.2627
Si  3.4857  1.8501  7.4299
Si  10.2818  0.8962  7.0661
Si  1.9189  3.5756  6.9009
Si  6.2585  4.3967  7.5132
Si  4.6181  6.251  7.4626
Si  8.9454  7.5833  7.5112
Si  0.7995  9.9394  7.1801
Si  7.0896  9.2672  7.6066
O  0.769  9.5484  8.8087
O  2.6619  4.2048  9.4789
O  10.6376  1.4923  8.6057
O  6.4282  9.6819  9.0996
O  3.4343  1.758  9.1021
O  4.0861  6.4966  9.0254
O  6.3399  3.66  9.0258
O  9.6157  7.7865  9.0447
O  3.1503  2.8416  23.0792
O  6.2592  10.7367  22.4189
O  8.1213  3.2605  23.0734
O  0.0365  4.9647  22.6667
O  8.1653  8.1898  22.7637
O  2.7151  7.6925  22.6845
O  5.8973  4.8164  23.1532
O  10.8013  11.2033  22.5996
Si  7.0904  0.1727  21.042
Si  7.0918  2.3629  14.8109
Si  6.8686  2.428  9.981
Si  3.2109  3.6734  21.6871
Si  -3.1307  7.2187  21.5045
Si  -0.5759  9.1226  9.6535
Si  10.0993  11.4022  21.1316
Si  4.1057  3.0422  14.8618
Si  4.8916  -6.2612  18.2688
Si  7.4598  4.2837  12.4679
Si  -1.9426  7.8542  16.8165
Si  5.859  10.4591  10.4425
Si  3.5219  -1.6828  12.1797
Si  7.3564  10.4914  13.2605
Si  16.1481  -3.8083  19.8382
Si  14.1394  0.2466  14.4138
Si  7.2023  4.3374  22.2818
Si  0.6002  4.8355  21.1307
Si  3.0405  2.8121  10.2941
Si  11.3944  1.0465  14.9616
Si  9.5823  1.0903  9.7763
Si  15.3972  15.5085  12.2526
Si  5.1395  8.9559  14.6317
Si  11.6213  8.0652  12.2577
Si  10.3201  5.2836  12.8582
Si  9.9108  9.4741  14.3531
Si  5.7117  2.7037  20.0829
Si  8.8902  9.1217  19.6385
Si  2.7797  6.6984  21.3919
Si  9.4608  2.744  16.6652
Si  11.3391  2.335  12.0263
Si  -0.0826  2.8156  19.2244
Si  2.9599  5.7746  9.962
Si  -0.3564  -5.515  16.0798
Si  5.9664  -3.8787  16.9843
Si  2.1373  3.9184  17.2546
O  19.14  1.7964  9.2965
O  16.9621  5.0662  12.3016
O  9.4365  4.362  16.5376
O  4.2403  -0.7344  15.2032
O  12.6618  3.6436  21.0429
O  1.3093  6.2864  20.7797
O  11.0075  3.8919  12.3594
O  -0.4321  4.2606  19.988
O  -1.3354  -8.552  18.2451
O  4.3888  9.806  10.8745
O  3.4978  5.2907  21.9059
O  10.9278  1.6027  20.3141
O  -4.1498  3.5885  20.9077
O  -2.8669  5.6683  21.9095
O  13.7909  10.5243  12.9607
O  3.5269  5.6983  11.5063
O  8.5288  11.816  21.4209
O  10.4718  5.5402  14.4494
O  1.5597  6.5551  9.6946
O  4.2654  3.2007  11.3257
O  11.4956  12.4462  13.4027
O  8.9267  -0.8682  13.1969
O  11.1894  8.6661  13.7127
O  7.0679  1.0643  13.8166
O  5.6352  2.8141  15.3979
O  7.3859  3.0699  11.3817
O  4.2363  2.882  20.742
O  14.915  4.2869  13.7907
O  5.8393  12.0875  10.135
O  -4.6938  7.4703  21.0515
O  10.7352  8.8661  11.1824
O  5.2255  -3.1594  15.7311
O  5.29  5.5205  19.6044
O  12.8664  0.5043  15.392
O  -2.1803  5.2843  12.3112
O  3.6824  7.4847  20.2819
O  11.1822  6.4815  12.1328
O  8.8261  -3.3215  20.289
O  9.0642  8.5468  15.3552
O  -0.6877  6.8136  16.8558
O  6.1514  1.1463  20.1356
O  7.473  -1.0798  20.0507
O  3.0292  3.1848  16.0765
O  5.4819  -5.449  16.9787
O  8.1051  2.085  16.0561
O  10.4042  -0.1977  15.2235
O  6.8323  10.2934  11.7348
O  12.0914  4.9921  16.5183
O  1.2521  2.9571  18.2523
O  10.8049  2.2713  15.8396
O  6.6345  9.4717  14.2951
O  3.2594  -6.2855  18.1844
O  7.5797  7.0616  16.8587
O  5.5727  3.2082  18.52
O  5.5493  7.816  18.3896
O  -1.8475  -1.9928  18.0285
O  1.7648  2.2601  11.133
O  10.1164  10.0099  20.2613
O  2.256  -2.6686  11.8638
O  4.4829  8.4307  13.2221
O  9.3339  -0.53  9.6865
O  7.6591  14.561  13.9391
O  3.8005  1.6953  14.0111
O  10.118  1.6298  11.2036
H  0.8272  6.2712  10.2746

Results
free energy: -129428.836 eV
free energy less fixed offsets of H -15.97, O -568.88, Si -635.61 eV per atom: -1.946 eV

Forces (eV/angstrom), in the order of the atoms: element, x, y, z
Si  0.0017  -0.0005  -0.0001
Si  -0.0007  0.0003  -0.0016
Si  0.0029  -0.0003  0.0018
Si  0.0007  0.0031  0.0008
Si  -0.0008  0.0021  -0.001
Si  0.0016  0.0003  -0.0002
Si  -0.001  0.0009  0.0013
Si  0.0005  -0.0004  0.0006
Si  -0.0009  0.0007  -0.0004
Si  0.0006  -0.0006  -0.0003
Si  -0.0006  0.0005  -0.0002
Si  0  -0.0007  -0.0017
Si  0.0012  0.0001  -0.0014
Si  0.0011  0.0013  -0.0008
Si  -0.0001  -0.0005  -0.001
Si  0.0008  0.0021  -0.0011
Si  0.0005  -0.0008  0.0006
Si  -0.0003  -0.0014  0.0013
Si  -0.0002  -0.0001  0.0011
Si  -0.0003  -0.0006  0.0002
Si  0.0003  -0.0003  0.0025
Si  -0.0002  0  0.0003
Si  -0.0013  -0.0017  0.0006
Si  -0.0003  -0.0009  0.0012
Si  -0.0736  -0.3685  -0.5491
Si  -0.0605  -0.1283  0.4776
Si  0.0567  -0.157  0.8428
Si  0.185  -0.1963  -0.2917
Si  -0.0186  0.4804  0.4472
Si  0.2486  0.2379  -0.423
Si  0.2462  -0.1552  -0.7295
Si  -0.0438  -0.0075  0.2028
Si  -0.0816  0.0799  -0.0182
Si  -0.0005  -0.048  0.0395
Si  -0.0839  0.1078  0.013
Si  0.0512  0.0047  0.0374
Si  -0.0014  -0.0532  0.0401
Si  -0.0292  0.0547  -0.0372
Si  0.1004  0.0172  0.0505
Si  -0.0453  0.0483  -0.0068
Si  0.0494  -0.052  0.0007
Si  -0.0053  0.071  -0.0326
Si  0.0338  -0.1075  0.0002
Si  -0.0317  0.0089  -0.0263
Si  0.0126  0.0354  -0.0359
Si  0.0429  -0.0511  0.0062
Si  -0.0819  -0.0293  -0.009
Si  0.0881  -0.028  0.0001
Si  0.0318  0.0239  0.0399
Si  -0.0459  0.0136  0.0218
Si  -0.0496  0.071  -0.0285
Si  0.058  -0.0395  0.0235
Si  -0.0402  0.0358  0.027
Si  0.0222  -0.0248  0.0452
Si  -0.0345  -0.0319  0.0195
Si  -0.0526  0.1166  -0.0269
Si  -0.0198  0.1169  -0.0516
Si  0.2131  0.0719  0.0047
Si  -0.0729  -0.2091  0.0141
Si  -0.0473  -0.0585  -0.0347
Si  0.064  -0.0191  0.0265
Si  0.0412  0.0956  -0.0073
Si  0.0023  -0.0104  -0.0335
Si  -0.0778  -0.2055  -0.0155
Si  -0.2094  0.0576  -0.3753
Si  0.0421  -0.1139  0.505
Si  0.2186  -0.0711  -0.9259
Si  -0.2747  0.1979  0.5287
Si  -0.2222  0.0472  0.1503
Si  0.2617  0.167  -0.0861
Si  -0.0406  0.1441  0.3894
Si  -0.3415  -0.1448  -0.2614
Si  -0.0018  0.0063  -0.0001
Si  -0.0013  0.0023  -0.0006
Si  0.0004  -0.0009  -0.0001
Si  -0.0024  0.0069  -0.0006
Si  -0.0008  -0.0007  -0.0049
Si  -0.0035  -0.0007  -0.0012
Si  0.001  -0.0015  -0.0003
Si  -0.0004  0.0042  -0.0039
Si  0.0053  -0.0047  -0.0003
Si  0.0071  0.0008  0.0085
Si  0.0072  -0.0083  0.0068
Si  -0.0011  -0.0069  -0.0012
Si  0.0025  -0.0016  0.0053
Si  0.0024  0.0017  -0.0037
Si  0.0022  0.0023  -0.0003
Si  0.0038  0.002  0.0016
Si  0.0062  0.0059  -0.0091
Si  -0.0054  0.004  -0.0038
Si  -0.0094  0.0192  0.0065
Si  -0.0034  -0.0004  -0.0006
Si  0.0033  -0.0006  -0.004
Si  -0.0021  0.0001  0.0036
Si  -0.0028  -0.0018  0.0067
Si  -0.002  0.002  -0.0038
O  0.0005  0.0011  -0.003
O  0.0157  -0.0095  0.0013
O  0.0029  -0.0022  -0.0034
O  0.0028  -0.001  0.0002
O  0.0053  -0.0057  -0.0082
O  0.002  -0.0068  0.0028
O  -0.0012  0.0023  0.002
O  0.0001  -0.0006  -0.0004
O  -0.0005  -0.0027  0.0043
O  -0.0005  -0.0006  0.0046
O  0.0008  -0.0029  0.0009
O  -0.0018  0.0002  0.0079
O  0.0011  0.0025  0.0051
O  0.0006  -0.0004  0.0022
O  -0.0045  0.0008  0.0032
O  0.0013  0.0007  0.0049
Si  0.0002  -0.0011  -0.0012
Si  0.0002  -0.0004  -0.0018
Si  0.0034  -0.0014  0.0039
Si  0.0012  0.0008  -0.0009
Si  0.0005  0.0015  -0.0027
Si  0.0015  0.0001  0.0057
Si  0.0003  -0.0014  -0.0023
Si  -0.0017  0.0008  -0.0001
Si  0.0024  -0.0007  0.0001
Si  0.0018  0.0012  -0.001
Si  -0.0001  0.0005  0.0017
Si  -0.0019  -0.0033  0.0023
Si  -0.0012  -0.0007  -0.0004
Si  -0.0014  -0.0003  -0.0016
Si  -0.0001  0.0006  -0.0002
Si  -0.0009  -0.0021  -0.0037
Si  0.0013  -0.0003  0
Si  -0.0024  0.0003  -0.0037
Si  -0.0006  0.0091  0.0149
Si  -0.0012  0.0012  -0.0034
Si  -0.0018  0.0005  0.0006
Si  0.002  -0.0012  0.0037
Si  -0.0021  -0.0032  -0.0057
Si  0.0051  0.0003  0.0065
Si  -0.0012  -0.0014  -0.0043
Si  0.0009  -0.0003  -0.0074
Si  -0.0019  -0.0014  0.0011
Si  0.0015  -0.0012  0.0016
Si  0.0005  0.0014  -0.0015
Si  0.0003  -0.0007  -0.0001
Si  0.0005  0.0057  -0.0015
Si  -0.0009  0.0017  0.0013
Si  -0.0098  -0.0111  0.0046
Si  0.0006  0  -0.0007
Si  -0.0009  -0.0011  -0.0004
Si  -0.0004  0.0008  0.0006
O  -0.0002  -0.0007  -0.0009
O  -0.0015  -0.0005  0.0008
O  -0.0009  0.0016  0.001
O  -0.0022  0.0015  0.0036
O  0.0003  -0.0033  -0.0028
O  0.0018  0.0018  -0.001
O  0  0.0025  0.0017
O  0.0007  0.0004  -0.0012
O  -0.0005  -0.0007  0.0017
O  0.0015  0.0007  -0.0001
O  0.0008  0.0025  0
O  -0.0007  -0.001  0.0002
O  0.0022  0.0015  0.0003
O  0.0039  -0.0034  0.0005
O  -0.0005  -0.0019  0.0006
O  -0.0013  0.0011  -0.0001
O  -0.0007  0.0011  -0.0001
O  -0.0008  0.0007  -0.0003
O  0.0219  0.0111  -0.0138
O  -0.0078  -0.0022  -0.0067
O  0.0016  -0.0019  0.0053
O  0.0024  -0.0005  0.0012
O  0.0009  -0.0004  0.0013
O  -0.0003  -0.0003  0.0015
O  0.001  -0.0006  0.0016
O  -0.0017  -0.0027  -0.0027
O  0.0013  -0.0004  -0.0017
O  0  0.0022  -0.0016
O  0.0007  0.0031  0.0012
O  0.0002  0.001  -0.0003
O  -0.0065  0.0064  -0.0093
O  -0.0021  -0.0031  0.0013
O  0.0025  -0.0006  0.0048
O  0  -0.0001  0.0041
O  -0.0026  0.0001  0.0015
O  -0.003  -0.001  0.0016
O  -0.0021  -0.0063  -0.0006
O  0.0003  -0.0003  -0.0004
O  -0.002  -0.0003  0.0025
O  0.0023  -0.0003  0.001
O  0.0012  -0.0004  0.0005
O  0.0003  0.0013  0.0003
O  0.0012  -0.0024  -0.0024
O  0.001  -0.0001  -0.0022
O  -0.0001  -0.0003  0.0023
O  -0.0018  -0.0005  0.0035
O  -0.0014  0.0009  -0.0034
O  0.0006  0.0009  0
O  -0.0006  -0.0015  0.0017
O  0.001  -0.0004  0.0004
O  0.0053  0.0011  0.0019
O  -0.0031  0.0001  0.0009
O  0.0004  -0.0008  0.0006
O  0.001  -0.0009  -0.0008
O  0.0003  0.0009  0.0006
O  -0.0008  -0.0003  0.0017
O  0.0055  -0.0013  0.0051
O  0.0004  0.0018  0.0001
O  0.0019  -0.0005  0.0019
O  -0.0015  -0.0009  0.0017
O  -0.0009  -0.0011  0.0006
O  -0.0013  0.0032  -0.0004
O  0.0009  -0.0015  0.0001
O  -0.0063  -0.0054  -0.0033
H  -0.0232  -0.0043  0.0121

The program warned: the cutoff lies below the one the program advises for these potential files; the forces do not sum to zero within the program's tolerance; the exchange-correlation potential is rough where the density is thin.
